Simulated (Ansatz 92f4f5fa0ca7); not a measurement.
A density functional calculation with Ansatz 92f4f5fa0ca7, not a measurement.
Periodic cell of 216 atoms, Si133O81H1N1, from a study of silicon, its oxide and their interface. The atomic structure is a simulated model.
Doubt: the cutoff is low for norm-conserving oxygen, so forces and energies are approximate.
Doubt: the program's own warning below bears on the result.

Settings
functional: HSE06
potential files: SPMS norm-conserving
basis: plane waves
wave-function cutoff: 800 eV
density cutoff ratio: 4
exchange-correlation grid ratio: 1
k mesh: 1 x 1 x 1, Gamma-centred
occupations: fixed
spin: none
net charge: 0

Cell vectors (angstrom)
a, 10.938, 0, 0
b, 0, 10.938, 0
c, 0, 0, 31.324

Atoms: element, x, y, z (angstrom)
Si, 0.2217, -0.7079, 23.8963
Si, 5.0148, 0.3322, 23.89
Si, 3.2228, 2.1253, 23.747
Si, 7.8768, 3.0545, 23.9566
Si, -0.6058, 6.1188, 23.9259
Si, 6.1355, 4.8897, 23.939
Si, 2.1697, 8.7603, 23.9477
Si, 8.5896, 7.7335, 24.2077
Si, 1.3194, 1.2534, 24.953
Si, 6.7722, 1.3619, 25.1619
Si, 4.1656, 3.9721, 25.011
Si, 9.5754, 4.1711, 25.1323
Si, 1.3403, 6.85, 25.0814
Si, 6.8109, 6.7109, 25.2853
Si, 3.9889, 9.616, 25.2137
Si, 9.5608, 9.4789, 25.4079
Si, 2.6579, 0.0473, 26.5608
Si, 8.1679, 0.0268, 26.5452
Si, 0.0329, 2.7189, 26.4198
Si, 5.4617, 2.7306, 26.5637
Si, 2.7689, 5.4237, 26.4088
Si, 8.2404, 5.4412, 26.6237
Si, 0.0698, 8.1381, 26.6343
Si, 5.4265, 8.2058, 26.5098
Si, 4.1018, 1.3673, 27.9058
Si, 9.5708, 1.3673, 27.9058
Si, 1.3673, 4.1018, 27.9058
Si, 6.8362, 4.1018, 27.9058
Si, 4.1018, 6.8362, 27.9058
Si, 9.5708, 6.8362, 27.9058
Si, 1.3673, 9.5708, 27.9058
Si, 6.8362, 9.5708, 27.9058
Si, 0, 0, 29.273
Si, 5.469, 0, 29.273
Si, 2.7345, 2.7345, 29.273
Si, 8.2035, 2.7345, 29.273
Si, 0, 5.469, 29.273
Si, 5.469, 5.469, 29.273
Si, 2.7345, 8.2035, 29.273
Si, 8.2035, 8.2035, 29.273
Si, 1.3673, 1.3673, 30.6403
Si, 6.8362, 1.3673, 30.6403
Si, 4.1018, 4.1018, 30.6403
Si, 9.5708, 4.1018, 30.6403
Si, 1.3673, 6.8362, 30.6403
Si, 6.8362, 6.8362, 30.6403
Si, 4.1018, 9.5708, 30.6403
Si, 9.5708, 9.5708, 30.6403
Si, 2.7345, 0, 0.6835
Si, 8.2035, 0, 0.6835
Si, 0, 2.7345, 0.6835
Si, 5.469, 2.7345, 0.6835
Si, 2.7345, 5.469, 0.6835
Si, 8.2035, 5.469, 0.6835
Si, 0, 8.2035, 0.6835
Si, 5.469, 8.2035, 0.6835
Si, 4.1018, 1.3673, 2.0507
Si, 9.5708, 1.3673, 2.0507
Si, 1.3673, 4.1018, 2.0507
Si, 6.8362, 4.1018, 2.0507
Si, 4.1018, 6.8362, 2.0507
Si, 9.5708, 6.8362, 2.0507
Si, 1.3673, 9.5708, 2.0507
Si, 6.8362, 9.5708, 2.0507
Si, 0, 0, 3.418
Si, 5.469, 0, 3.418
Si, 2.7345, 2.7345, 3.418
Si, 8.2035, 2.7345, 3.418
Si, 0, 5.469, 3.418
Si, 5.469, 5.469, 3.418
Si, 2.7345, 8.2035, 3.418
Si, 8.2035, 8.2035, 3.418
Si, 1.3644, 1.4189, 4.7811
Si, 6.7835, 1.3967, 4.7902
Si, 4.1142, 4.0688, 4.7573
Si, 9.6042, 4.1309, 4.8422
Si, 1.3988, 6.8394, 4.893
Si, 6.8219, 6.8565, 4.7204
Si, 4.046, 9.6071, 4.8815
Si, 9.6354, 9.5, 4.6696
Si, 2.6721, 0.1334, 6.2813
Si, 8.1898, -0.1049, 5.8896
Si, 0.1144, 2.8363, 6.2415
Si, 5.4758, 2.7937, 6.2319
Si, 2.8015, 5.3736, 6.2211
Si, 8.2132, 5.5648, 6.1165
Si, 0.0699, 8.3687, 6.2324
Si, 5.4677, 8.1639, 6.1628
Si, 3.7339, 1.86, 7.5816
Si, 9.6898, 1.1467, 7.0841
Si, 1.9966, 3.6051, 7.6619
Si, 6.4953, 4.6127, 7.4143
Si, 4.6698, 6.2738, 7.3562
Si, 9.1289, 7.435, 7.2406
Si, 0.6483, 10.4287, 7.4187
Si, 7.3593, 9.0671, 7.2222
N, 7.12, 4.178, 9.0319
O, 7.2541, 9.1778, 8.907
O, 9.2861, 7.4256, 8.9273
O, 0.8733, 10.4792, 9.0742
O, 4.2113, 1.4611, 9.1419
O, 1.8573, 3.9482, 9.3084
O, 8.3894, 1.8091, 7.9575
O, 4.2279, 6.5211, 8.9362
O, 8.277, 8.2528, 22.6588
O, 8.565, 2.2974, 22.6223
O, 6.0651, 5.6489, 22.4487
O, 2.7901, 2.5595, 22.1799
O, 10.3962, 9.984, 22.381
O, 0.1628, 3.6663, 18.2932
O, 2.6389, 8.6248, 22.3548
O, 5.5495, -0.4945, 22.5442
Si, 7.0819, 5.2071, 10.4553
Si, -1.3211, 3.8919, 11.2241
Si, 3.2806, 7.2369, 10.0215
Si, 3.1657, 13.5037, 15.8165
Si, -1.316, 12.2633, 12.7503
Si, -0.2417, 5.2566, 21.0265
Si, 6.3597, 10.2995, 21.1366
Si, 9.0547, -1.6443, 21.6808
Si, 6.2536, -7.9592, 15.1893
Si, 1.4487, -1.4793, 10.1933
Si, 7.8231, 2.585, 9.2653
Si, 5.79, 0.7208, 18.5862
Si, -1.699, 2.5265, 21.1496
Si, 7.7169, 5.0197, 17.0859
Si, 6.891, 3.2414, 19.4045
Si, 1.5134, 4.7349, 10.7092
Si, 5.2341, 5.2537, 21.1108
Si, 3.4385, -0.2252, 16.8572
Si, 5.2425, 3.7835, 12.433
Si, 9.8676, -1.3975, 11.8056
Si, -3.4991, 11.2304, 14.5216
Si, 5.0923, -1.6926, 14.5686
Si, 2.5703, 3.8842, 21.2483
Si, 1.6619, 3.0101, 18.4625
Si, -0.8188, 10.379, 14.6622
Si, 8.0466, 8.055, 9.8225
Si, 5.0141, 8.0195, 19.571
Si, 13.2622, 9.1615, 20.8527
Si, 10.7386, -5.6962, 17.9729
Si, 5.2023, 7.0148, 16.6062
Si, 5.1784, 12.2834, 10.4663
Si, 11.6011, 11.5727, 20.0355
Si, 4.0161, 9.6339, 11.657
Si, -0.2074, 8.8454, 19.3851
Si, 2.5233, 4.3121, 13.5714
Si, 2.185, 6.2626, 15.9973
Si, 1.037, 8.9355, 16.7275
O, 2.191, -2.6746, 9.3449
O, 6.1632, 8.8636, 20.3677
O, 9.2116, 2.7973, 10.0918
O, -0.2684, 10.4803, 19.2792
O, 1.094, 8.318, 20.2077
O, -2.8527, 2.2972, 20.0126
O, 2.3911, 2.9513, 14.4438
O, -0.1155, 4.8736, 10.7496
O, -1.0089, 2.9064, 12.4971
O, 9.5524, 4.1154, 21.048
O, 5.775, 4.859, 11.3464
O, 14.5624, 8.7791, 19.9577
O, 3.7152, -5.9716, 21.616
O, 9.9122, 9.2994, 13.4316
O, 5.8821, 3.8707, 20.5215
O, 5.117, 7.993, 17.9314
O, 8.677, -11.2562, 15.4166
O, 9.3316, -5.5024, 17.1117
O, 13.1666, -1.1492, 17.4488
O, 13.5522, 3.6016, 19.6488
O, 1.9963, 5.533, 14.5367
O, 5.773, 11.4915, 20.2087
O, 6.6001, -4.7644, 16.7866
O, 10.6071, 1.6293, 20.9144
O, -2.5903, 4.8783, 11.4488
O, 4.2339, -2.7926, 10.9915
O, 2.3727, 6.1174, 10.7901
O, 12.7967, -0.1783, 20.8575
O, 7.0394, 6.8018, 10.1335
O, 22.109, -2.0668, 11.099
O, 4.0719, 4.6018, 13.2002
O, 4.7208, 14.0185, 15.7504
O, -0.034, -2.6074, 17.8312
O, 6.0797, 13.2481, 18.3368
O, -0.5507, 6.2947, 22.2456
O, 2.5049, 14.2195, 17.1109
O, -2.966, -0.456, 21.3651
O, 5.0615, 10.7776, 11.1175
O, 1.0966, 5.7475, 17.1123
O, -4.4702, 9.9984, 14.1271
O, 1.1372, 4.5635, 21.5394
O, -4.0722, -0.2802, 17.8838
O, -8.4195, 10.1529, 11.2226
O, 6.6418, 1.4057, 15.3847
O, 3.7595, 6.1831, 16.5123
O, 4.2883, 11.2891, 18.1026
O, 6.3163, 3.385, 13.6017
O, 5.3889, 7.7405, 15.1362
O, 0.2578, 9.9357, 15.7407
O, 12.6824, 7.8183, 15.7845
O, -0.357, 11.81, 14.0031
O, 6.7392, 1.6229, 10.035
O, -0.2416, -5.0286, 19.5015
O, -2.8792, 22.9115, 13.1961
O, 5.1692, 6.4616, 20.0337
O, 1.7895, 4.004, 12.148
O, -6.5423, 9.9265, 15.8417
O, 9.4169, -2.4512, 20.283
O, -3.5516, 3.8591, 15.977
O, -6.8136, 9.3661, 13.261
O, 4.7478, 2.4374, 11.6231
O, 2.8643, 0.9893, 15.9568
O, 9.8816, 0.2385, 11.5287
O, 8.5597, 8.7776, 11.1905
O, 7.5058, 4.5032, 18.6068
O, 1.3959, 12.3966, 18.8376
H, -3.2408, 0.0604, 17.5207

Results
free energy: -51646.213 eV
free energy less fixed offsets of H -15.86, N -279.42, O -447.96, Si -113.29 eV per atom: 1.397 eV
gap between the highest filled and lowest empty level on this k mesh: 1.393 eV

The program warned: the cutoff lies below the one the program advises for these potential files; the forces do not sum to zero within the program's tolerance; the potential files have known limits; the exchange-correlation potential is rough where the density is thin.
